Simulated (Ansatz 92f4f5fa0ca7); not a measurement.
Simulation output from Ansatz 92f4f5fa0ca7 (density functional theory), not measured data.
Periodic cell of 234 atoms, Si134O100, from a study of silicon, its oxide and their interface. The atomic structure is a simulated model.

Settings
functional: r2SCAN
potential files: Ansatz norm-conserving
basis: plane waves
wave-function cutoff: 1300 eV
density cutoff ratio: 4
exchange-correlation grid ratio: 1
k mesh: 2 x 2 x 1, shifted by 0.5 0.5 0.5 of a step
self-consistency stop: 5e-08 eV per atom in the density residual
occupations: Fermi-Dirac, 0.05 eV
spin: none
net charge: 0

Cell vectors (angstrom)
a	11.5403	0	0
b	0	15.3871	0
c	-2.2561	-1.4579	23.413

Atoms: element, x, y, z (angstrom)
Si	-0.1762	-3.1278	0.4571
Si	0.0197	1.3558	0.4159
Si	0.606	4.3986	0.1174
Si	0.0078	9.066	0.5672
Si	3.8427	-2.4922	0.8406
Si	3.8346	0.6955	0.3762
Si	4.0665	5.0465	0.8791
Si	3.7638	8.2627	0.6038
Si	7.3226	-1.8221	0.2935
Si	7.6691	1.3266	0.7295
Si	7.8718	4.4679	0.7809
Si	7.6659	7.6114	0.4567
Si	1.7639	-2.7887	1.8396
Si	1.9426	1.0544	1.7827
Si	2.0593	4.6553	1.9888
Si	1.8818	8.6562	1.9137
Si	5.8082	-2.679	2.0146
Si	5.6997	1.1917	1.9259
Si	5.9823	4.71	2.1318
Si	5.827	8.5712	1.7265
Si	9.3482	-2.7238	1.6024
Si	9.6792	1.1285	1.8855
Si	9.9899	4.7109	1.7548
Si	9.5497	8.5123	1.7307
Si	1.858	-0.8291	3.1774
Si	2.0198	2.8225	3.3865
Si	1.8996	6.6525	3.196
Si	1.8784	10.641	3.1276
Si	5.7641	-0.7442	3.3031
Si	5.7928	2.8933	3.5078
Si	5.8394	6.7365	3.2609
Si	5.8539	10.592	3.0889
Si	9.6078	-0.8605	3.1494
Si	9.7951	2.9433	3.3435
Si	9.7591	6.6264	3.1383
Si	9.448	10.6217	2.9552
Si	-0.0179	-0.8265	4.5811
Si	0.1166	2.8617	4.79
Si	0.0471	6.6809	4.5991
Si	-0.1191	10.6312	4.358
Si	3.781	-0.8356	4.6108
Si	3.8774	2.9048	4.8443
Si	3.8404	6.6813	4.5753
Si	3.8357	10.6233	4.3893
Si	7.7194	-0.7664	4.6069
Si	7.8275	2.9092	4.7335
Si	7.8253	6.6623	4.5303
Si	7.7065	10.6126	4.4885
Si	-0.015	12.5484	5.7541
Si	0.0836	0.9688	6.2002
Si	0.0836	4.8413	6.092
Si	-0.0369	8.7039	5.7405
Si	3.7185	12.5221	5.776
Si	3.9024	0.9668	6.172
Si	3.9153	4.8695	6.1414
Si	3.7564	8.6989	5.7357
Si	7.6633	12.5895	5.7734
Si	7.7368	1.0284	6.1725
Si	7.8618	4.8591	6.0674
Si	7.7916	8.645	5.7533
Si	1.8319	12.5146	7.2153
Si	2.0817	0.9186	7.6359
Si	1.9564	4.8634	7.5153
Si	1.8388	8.7554	7.1337
Si	5.666	12.5173	7.0373
Si	5.7874	0.9846	7.6197
Si	5.9437	4.8276	7.4503
Si	5.7633	8.6498	6.8937
Si	9.6253	12.6467	7.0736
Si	9.6583	1.0469	7.5485
Si	9.7601	4.9552	7.5272
Si	9.6664	8.6533	7.1788
Si	1.9414	-1.1886	8.9092
Si	2.1985	2.9776	8.985
Si	1.9051	6.9585	8.6521
Si	1.7493	10.612	8.5634
Si	5.621	-1.2107	8.6373
Si	5.9698	3.0194	9.0658
Si	5.8397	6.9491	8.4318
Si	5.6261	10.5155	8.1754
Si	9.6451	-1.0342	8.7055
Si	9.8502	3.0447	8.9075
Si	9.7484	6.9666	8.8864
Si	9.5655	10.6933	8.2256
Si	11.5057	14.7044	10.2246
Si	11.8065	2.5474	10.2536
Si	11.7319	7.6488	10.2325
Si	11.2011	10.7263	9.8462
Si	3.8681	-2.1539	10.0989
Si	4.0949	3.7635	10.4178
Si	3.936	7.0041	9.7706
Si	3.8106	10.1782	9.5876
Si	7.6037	13.6482	9.6966
Si	8.039	3.1131	10.3883
Si	7.6308	7.6413	9.8124
Si	7.5857	10.6299	9.3771
Si	-3.5605	1.6676	12.9429
Si	11.0043	-4.6645	14.3126
Si	4.9732	2.0314	12.9776
Si	0.5737	3.5026	13.2965
Si	4.2913	-1.5504	15.8142
Si	10.4554	-2.6202	12.3012
Si	4.3768	1.334	15.8695
Si	-0.2597	5.9454	14.7776
Si	5.9857	7.329	21.0329
Si	1.7837	2.3775	18.9726
Si	4.5134	8.4926	17.3077
Si	4.693	-1.1423	12.931
Si	10.6676	2.9148	17.7081
Si	4.0772	3.5809	17.6206
Si	7.6446	-1.2659	12.5846
Si	8.3849	9.8098	15.416
Si	8.3064	6.6314	14.8685
Si	2.9024	-4.2469	21.7053
Si	5.4277	6.1111	14.2405
Si	3.9177	8.6326	14.4643
Si	2.5594	4.7725	15.1457
Si	2.1654	0.0063	17.1405
Si	10.8397	7.8379	19.0412
Si	7.391	5.7116	12.1873
Si	0.9806	8.292	13.2151
Si	-1.3404	2.002	14.9455
Si	9.1262	5.4714	18.7068
Si	1.4685	6.6356	20.9983
Si	10.5343	-2.245	18.9822
Si	10.617	0.0742	17.1079
Si	9.7095	12.8965	21.7865
Si	5.4387	-4.5463	15.7196
Si	0.8089	3.5333	21.6106
Si	8.9679	7.1523	21.1101
Si	10.6198	10.4166	17.2866
Si	3.5819	8.5722	20.0933
Si	1.0096	-1.9175	21.1827
Si	6.104	5.9564	18.3451
O	-0.2442	-2.3703	-1.01
O	0.2136	2.8406	-0.312
O	11.1764	9.1059	18.0886
O	-0.1278	0.2816	-0.8358
O	-0.0541	10.653	0.0697
O	1.5233	4.9847	-1.1811
O	2.2901	-2.9066	20.9952
O	0.2551	8.2346	-0.8392
O	4.0934	-0.9205	0.4146
O	1.8634	-4.7814	22.8474
O	1.7991	2.9396	22.7709
O	11.9132	-1.6493	19.673
O	10.1411	6.6412	18.168
O	3.9101	6.6346	0.4872
O	1.2312	5.0238	21.0558
O	3.6395	8.1239	15.9923
O	6.6566	-2.5083	-1.08
O	7.5494	-0.1878	-0.0725
O	7.718	2.9138	0.0069
O	7.6827	5.9744	-0.0029
O	7.5891	8.3743	-0.9778
O	5.6249	7.3419	17.6244
O	11.2161	14.0932	11.7438
O	10.6853	-3.7249	11.1119
O	4.829	0.4521	12.6815
O	11.6504	0.9325	10.5567
O	12.3922	7.5316	11.7736
O	8.1713	8.2076	15.2628
O	11.1511	9.1791	10.3711
O	3.9677	11.5952	10.4816
O	3.8654	-1.5925	11.6323
O	2.0622	3.8289	13.9015
O	7.9615	0.1106	13.3827
O	5.1544	-0.1266	15.9193
O	3.9749	5.4481	10.5893
O	3.9272	8.6624	10.3853
O	7.5542	12.0478	10.2687
O	7.4492	14.5695	11.0468
O	8.8918	-2.3017	12.6942
O	7.9802	4.4558	11.357
O	5.0806	-2.9725	16.0372
O	4.4502	10.1913	14.5612
O	7.6553	9.2502	10.3161
O	7.124	6.9282	11.1825
O	6.1881	-1.8215	13.1114
O	-1.7808	6.0696	15.4671
O	6.5439	2.4066	12.9476
O	9.7664	3.9922	18.5115
O	3.8062	-1.5435	14.2461
O	3.081	-1.3615	16.9343
O	0.0379	7.4396	14.2262
O	2.1568	0.8187	18.5712
O	3.0085	3.9999	16.4824
O	0.5528	3.3091	11.6949
O	3.1819	3.2282	18.9396
O	8.4917	1.8759	11.4093
O	4.1748	2.9306	11.8759
O	-0.3849	4.782	13.6446
O	3.4232	8.5992	18.4852
O	11.9215	9.7977	13.3395
O	5.1203	7.6869	13.8914
O	9.0597	10.1576	16.8687
O	-0.0146	2.1475	14.0114
O	3.9768	5.5085	14.7059
O	9.4287	12.9982	20.1802
O	11.1306	-3.166	13.6885
O	3.4249	8.7474	-0.9526
O	2.5558	8.4207	13.6215
O	8.9388	5.7381	20.2977
O	7.6654	5.6101	17.984
O	6.9984	-4.7352	15.2707
O	4.8887	2.2535	17.1122
O	10.0395	0.5193	15.6368
O	10.3265	3.1153	16.1328
O	5.2347	9.9398	17.0727
O	12.1606	7.2602	19.7619
O	6.7755	6.039	15.246
O	8.4507	6.2862	13.282
O	12.2661	3.078	17.9305
O	4.5104	2.2259	14.5222
O	1.0412	2.4683	20.4046
O	9.4299	10.2753	14.2572
O	5.9689	5.3435	12.9062
O	10.3429	1.3553	18.099
O	5.9483	6.1159	19.9528
O	1.1752	5.607	15.5728
O	2.9761	7.1602	20.6415
O	10.7827	-3.6892	18.2664
O	11.3214	12.7534	22.0057
O	-2.6349	2.3883	14.06
O	2.7755	1.0356	16.0331
O	0.6261	-0.3287	16.8206
O	2.9222	9.9328	20.6337
O	5.1536	4.7361	17.8977
O	7.5034	7.8102	21.2687
O	5.1616	8.6023	20.4643
O	9.9682	-1.2253	17.8311
O	9.8234	8.2505	20.2512
O	11.463	-4.7322	15.8928
O	1.4208	-0.588	22.0866

Results
free energy: -62186.755 eV
free energy less fixed offsets of O -463.61, Si -117.95 eV per atom: -20.455 eV
pressure: -2.69 GPa
stress xx, yy, zz, yz, xz, xy (GPa, positive in tension): 2.12, 4.09, 1.85, 0.11, 0.07, -0.33

Forces (eV/angstrom), in the order of the atoms: element, x, y, z
Si	0.0901	-0.2858	-0.5188
Si	-0.0879	-0.1406	-0.3839
Si	0.5628	-0.619	0.1574
Si	0.069	0.0431	-0.4712
Si	0.1854	-0.0461	-0.5842
Si	0.1894	-0.1422	-0.6214
Si	0.1259	0.0629	-0.5862
Si	-0.1454	-0.206	-0.6757
Si	-0.2269	-0.2985	-0.2069
Si	0.1047	0.4172	-0.3544
Si	-0.236	-0.3213	-0.4669
Si	0.0764	0.0623	-0.6065
Si	-0.0424	0.0522	-0.2613
Si	-0.2189	0.0674	-0.2409
Si	0.002	0.2179	-0.4308
Si	-0.0649	0.0563	-0.1093
Si	0.1887	0.2119	-0.0767
Si	-0.263	-0.1113	-0.2966
Si	-0.1873	0.0291	-0.1856
Si	0.0685	-0.1413	0.0536
Si	0.0631	0.2615	-0.1602
Si	0.2742	0.0113	-0.2047
Si	-0.048	0.2058	-0.5421
Si	0.0999	-0.0893	-0.1754
Si	0.1334	-0.0659	0.1579
Si	-0.0225	-0.1581	-0.0001
Si	0.0657	0.1261	0.2032
Si	0.0744	-0.0178	0.0738
Si	-0.2946	-0.0033	0.29
Si	-0.0293	0.0774	0.1873
Si	-0.2189	0.1497	0.3925
Si	0.0382	-0.089	-0.2469
Si	0.0087	-0.016	-0.0072
Si	0.1279	-0.2128	0.0726
Si	0.0286	0.0575	-0.0159
Si	-0.1361	-0.0196	-0.2173
Si	0.0315	0.053	-0.0082
Si	-0.1389	0.0653	0.0152
Si	-0.026	-0.1081	-0.0373
Si	0.1022	0.038	0.0011
Si	0.1759	0.082	-0.1859
Si	0.0038	-0.0526	0.0488
Si	0.0887	-0.113	-0.1789
Si	-0.1324	0.009	-0.041
Si	-0.1186	-0.0439	-0.1248
Si	-0.0693	0.0974	0.0552
Si	-0.0047	0.1481	-0.1247
Si	0.1608	-0.0074	-0.0038
Si	-0.0938	-0.079	-0.0891
Si	-0.0109	-0.1262	0.0995
Si	0.136	0.0831	-0.0893
Si	-0.0843	-0.0874	0.0467
Si	0.2658	0.1585	-0.0014
Si	-0.1382	-0.058	-0.0393
Si	-0.077	0.04	0.1052
Si	0.0906	0.1046	-0.0756
Si	-0.0495	0.121	0.0784
Si	0.2104	-0.0266	0.0593
Si	-0.1887	-0.0528	0.0704
Si	0.0532	-0.1345	0.0816
Si	0.0516	0.0683	0.0405
Si	0.0348	0.0992	0.2067
Si	0.0123	-0.0197	0.0809
Si	-0.091	-0.0295	-0.0627
Si	-0.1032	0.1124	-0.4735
Si	-0.0463	0.0924	0.0982
Si	0.0498	-0.0793	-0.158
Si	-0.0873	-0.1708	-0.3617
Si	0.0616	0.2506	-0.2564
Si	-0.0435	0.0081	0.0181
Si	-0.0677	0.0486	0.0844
Si	0.2086	-0.1152	-0.0836
Si	0.0554	-0.1086	0.1115
Si	-0.0805	0.0994	0.1371
Si	-0.1963	-0.04	0.2368
Si	-0.1443	-0.0335	0.19
Si	0.0223	-0.2342	0.2431
Si	0.0363	0.1549	0.1091
Si	0.2173	0.072	0.2603
Si	0.1869	-0.1364	0.1682
Si	0.0019	0.0307	0.177
Si	0.0248	-0.2245	0.2033
Si	-0.1603	-0.0496	0.2805
Si	0.0509	0.13	0.1191
Si	-0.2603	0.3628	0.3595
Si	0.2098	0.0159	0.1901
Si	0.0856	0.1762	0.3995
Si	-0.3605	-0.309	0.3822
Si	0.0431	0.0769	0.7386
Si	-0.1279	-0.1277	0.1397
Si	0.0653	0.2225	0.2946
Si	0.1472	-0.184	0.8687
Si	-0.0999	-0.2685	0.7916
Si	0.2258	0.0356	0.2191
Si	-0.171	0.4695	0.6296
Si	-0.0589	-0.0238	1.1579
Si	0.0769	0.1336	0.2745
Si	-0.0719	-0.0865	0.1279
Si	0.0181	-0.0343	0.1317
Si	-0.1568	-0.0966	0.3358
Si	0.024	-0.0747	0.0292
Si	0.1175	-0.1451	0.3688
Si	-0.0011	0.0304	0.1639
Si	-0.158	0.0858	0.2624
Si	0.0036	0.1851	-0.3073
Si	0.1346	0.0129	-0.2245
Si	-0.0764	-0.0161	0.1713
Si	-0.026	-0.0904	0.1999
Si	-0.0595	0.0835	-0.0571
Si	0.0442	0.0189	0.0625
Si	-0.2126	-0.0466	0.2098
Si	-0.1548	-0.0305	-0.0448
Si	-0.0478	0.1093	0.3204
Si	-0.0531	-0.2151	-0.1743
Si	0.0846	0.1406	0.2714
Si	0.0485	0.0836	0.2046
Si	-0.0373	0.0728	0.2589
Si	-0.1586	-0.07	-0.0808
Si	-0.0096	0.1954	-0.2209
Si	0.0158	-0.0253	0.023
Si	-0.1753	0.161	0.3562
Si	-0.0263	0.0434	0.1073
Si	-0.0161	0.0245	-0.3634
Si	0.1882	0.2426	-0.312
Si	-0.0931	-0.1074	-0.4212
Si	-0.0393	-0.1581	-0.0675
Si	-0.0547	-0.0572	-0.062
Si	0.0847	-0.0103	-0.0081
Si	-0.0062	-0.0688	0.0265
Si	-0.0474	0.1919	-0.2804
Si	0.121	-0.1173	0.1152
Si	-0.0092	0.0395	-0.3292
Si	0.0409	0.0841	-0.1884
Si	0.035	0.0577	-0.261
O	0.1781	0.1863	0.3825
O	0.063	0.1735	0.4999
O	-0.1986	-0.0368	0.0489
O	0.2473	0.0371	0.2378
O	-0.0744	-0.1588	0.612
O	-0.4311	-0.1622	0.3584
O	-0.142	-0.1189	0.3108
O	-0.1074	0.2491	0.1521
O	-0.2205	0.0261	0.1634
O	0.0264	0.3555	0.3759
O	-0.2089	0.1652	0.2733
O	-0.0163	-0.1324	0.4529
O	-0.0973	-0.0694	0.3508
O	-0.0416	0.0478	0.1888
O	-0.1116	-0.1588	0.1237
O	0.265	0.1921	-0.2368
O	0.0256	0.3662	0.2412
O	-0.0381	-0.2371	0.3554
O	0.0648	0.0126	0.7091
O	0.1169	0.359	0.5819
O	0.0378	-0.2261	0.1519
O	-0.0304	-0.1039	0.1218
O	0.0237	-0.0143	-0.4878
O	0.2314	-0.1343	-0.2923
O	0.0585	0.1048	0.077
O	0.0214	-0.1044	-0.3137
O	-0.2337	-0.0908	-0.6231
O	0.088	-0.1017	-0.1114
O	0.3812	-0.2019	-0.0409
O	-0.105	0.2866	-0.6343
O	0.1208	-0.1186	-0.3723
O	-0.2014	0.087	-0.0428
O	-0.0534	0.0085	-0.2443
O	-0.345	0.0374	-0.0862
O	0.0282	0.1822	-0.3069
O	-0.075	-0.1233	-0.5708
O	0.145	0.4868	-0.828
O	0.1137	-0.2499	-0.0368
O	0.2026	0.079	-0.2558
O	-0.0392	-0.1996	-0.2726
O	-0.1188	0.0871	-0.1179
O	0.0612	-0.2489	0.2237
O	0.0623	-0.3414	-0.9219
O	0.1504	-0.1779	-0.0552
O	0.0395	0.2757	-0.2412
O	0.0619	0.0025	-0.3027
O	-0.1163	-0.1754	0.0022
O	0.0959	0.0978	-0.005
O	0.2859	0.115	-0.007
O	0.0678	0.2922	-0.2065
O	0.1849	-0.1071	-0.2048
O	-0.0971	0.1941	-0.1157
O	0.0678	-0.0116	-0.0554
O	-0.2022	-0.2196	-0.263
O	-0.1811	-0.1601	-0.233
O	-0.1969	0.3042	-0.0941
O	0.0255	0.4058	-0.3381
O	0.2648	-0.0703	-0.0229
O	0.2208	-0.0909	0.2466
O	-0.045	-0.13	0.0493
O	-0.0919	-0.1867	0.0546
O	0.212	-0.0111	-0.2061
O	-0.056	0.2835	-0.0933
O	0.0212	-0.0129	-0.1241
O	0.2965	0.0375	0.2697
O	-0.2463	-0.0357	-0.4126
O	0.1252	-0.2362	0.4952
O	-0.1658	-0.1236	-0.1496
O	0.0224	0.2273	0.0951
O	0.0046	0.0901	0.3213
O	-0.1117	-0.1035	0.112
O	-0.3166	0.0291	-0.1906
O	0.1585	0.3281	0.1366
O	0.0704	-0.3141	-0.0136
O	-0.0877	-0.1291	-0.2952
O	-0.016	-0.1447	0.3503
O	-0.0752	0.0644	-0.3856
O	-0.2609	-0.1233	-0.0953
O	0.0153	-0.1916	0.1827
O	0.0676	-0.1606	-0.2022
O	-0.0589	0.212	0.1042
O	0.2875	0.0606	0.1427
O	0.1728	0.1755	-0.0056
O	0.2013	0.0243	-0.2644
O	0.052	0.2366	0.095
O	-0.0153	-0.151	-0.3854
O	-0.0821	0.0148	0.0895
O	-0.0926	0.2482	0.1142
O	-0.0466	0.1615	-0.2307
O	0.0009	-0.182	-0.2612
O	0.2816	-0.0831	0.1104
O	-0.0138	0.2023	0.1571
O	0.092	0.1333	0.2363
O	-0.0414	0.0429	0.0261
O	0.0011	-0.2704	0.0304
O	-0.0769	-0.3264	0.1362
O	0.2436	0.0256	0.1936
O	-0.048	-0.4716	0.1155
O	-0.2962	-0.0259	-0.2028
O	-0.0032	-0.206	0.8427
